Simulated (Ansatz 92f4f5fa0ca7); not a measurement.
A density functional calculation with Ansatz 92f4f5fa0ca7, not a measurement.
Periodic cell of 158 atoms, Si90O68, from a study of silicon, its oxide and their interface. The atomic structure is a simulated model.

Settings: functional r2SCAN; potential files Ansatz norm-conserving; basis plane waves; wave-function cutoff 1300 eV; density cutoff ratio 4; exchange-correlation grid ratio 1; k mesh 2 x 2 x 1, shifted by 0.5 0.5 0.5 of a step; self-consistency stop 5e-08 eV per atom in the density residual; occupations Fermi-Dirac, 0.05 eV; spin none; net charge 0.

Cell vectors (angstrom)
a 10.9364 -0.1063 0.0739
b -0.1063 11.0141 0.0364
c 0.1515 0.0747 22.4159

Atoms and the computed forces on them: element, x, y, z (angstrom), force x, y, z (eV/angstrom)
Si 0.1409 0.1798 0.4279 -0.8001 2.8148 -1.0916
Si 3.0013 2.6903 -0.0417 -0.505 -1.2943 0.4466
Si -0.3358 5.6714 -0.1008 -1.7198 0.4193 0.8621
Si 1.8398 8.7278 -0.1597 0.5607 -2.4223 3.6159
Si 4.3142 0.6683 0.1777 1.3644 -0.1663 -3.2058
Si 8.6479 2.2161 -0.1026 0.2205 -1.4937 -1.6857
Si 5.5219 4.8049 -0.5497 0.3256 -1.1731 -0.3804
Si 8.716 8.2935 -0.1826 0.4751 -3.2502 3.5586
Si 1.407 1.9234 1.5209 -1.4215 -0.3269 -0.8332
Si 4.1681 4.385 1.2034 -1.525 -0.6891 0.763
Si 1.0113 6.9568 1.223 1.544 -0.6504 0.0175
Si 4.1791 9.8677 1.4697 -2.61 -1.4056 0.9307
Si 6.6596 1.0278 1.0603 0.492 1.0359 0.7339
Si 9.0249 4.1234 1.3713 2.7843 0.2207 -0.3523
Si 7.1004 7.1725 1.2589 1.3161 -2.8714 -2.552
Si 9.5631 9.6359 1.4918 0.3934 -0.6014 -1.4786
Si -0.1014 3.2748 2.9468 0.1997 -0.6509 -2.2121
Si 2.5425 0.3632 2.703 2.0691 -0.577 1.8416
Si -0.1449 8.3193 2.5908 0.8529 -0.8168 3.4109
Si 2.666 5.7589 2.6906 1.1994 0.7033 -1.0597
Si 5.3826 2.8612 2.6385 0.6843 -0.3152 -0.4631
Si 8.3648 -0.3229 2.7977 -2.8113 2.1984 0.1906
Si 5.9784 8.6646 2.3986 -2.397 0.3372 1.7821
Si 8.1709 5.7761 2.8819 -1.3677 -1.2108 -0.4011
Si 1.6626 4.2075 4.2077 -1.3826 0.4916 0.6066
Si 3.9801 1.7691 4.2233 0.0388 -1.9966 -1.9511
Si 1.1923 9.9679 4.1968 0.3775 -1.0875 -1.4691
Si 4.4042 7.3243 3.7559 -0.8521 -1.6497 -0.253
Si 6.6525 4.2714 4.0619 -0.2012 1.0403 0.0002
Si 9.3975 1.5172 3.7588 0.4051 -0.1209 1.119
Si 6.9397 9.5467 4.3754 -0.096 0.9156 -0.1275
Si 9.7015 6.5767 4.4047 -1.0804 2.9017 -2.0307
Si -0.3324 0.2644 5.2264 1.2972 -1.0161 1.8216
Si 2.6425 2.6679 5.7774 -1.26 -0.6498 -0.686
Si 0.0275 5.395 5.5566 2.2316 -0.2841 0.925
Si 3.0222 8.493 5.1573 -1.6827 0.398 0.9425
Si 5.3471 0.226 5.3383 1.0879 -1.6684 1.1525
Si 8.0744 2.7856 5.2069 -0.145 -0.3348 1.7571
Si 5.061 5.6262 5.4466 2.2667 -0.1969 -0.1654
Si 8.4035 8.1606 5.7184 -1.0098 -1.479 -0.3813
Si 1.3236 1.0352 7.0011 -0.0653 -0.1326 -0.459
Si 4.0114 3.959 6.8702 1.7425 1.6252 1.3352
Si 1.559 7.1023 6.493 0.5786 -1.3771 -0.6349
Si 4.2275 9.4626 6.9513 0.0956 0.8318 -1.5894
Si 6.7659 1.3987 6.8379 0.5091 0.0813 -1.5495
Si 9.6773 3.7323 6.864 -0.4685 0.1745 0.82
Si 6.8172 6.8156 6.9564 1.0689 -1.3478 -0.7964
Si 9.7664 9.4774 6.9839 -0.0866 1.7729 0.1675
Si 0.1008 2.2991 8.5553 -1.3063 -1.0992 -2.1061
Si 2.9296 -0.4297 8.3092 -0.9168 1.417 0.0615
Si 0.5618 8.2177 8.1884 1.3367 3.1617 0.0402
Si 2.5713 5.4175 7.9541 -0.0532 -0.6172 0.6111
Si 5.5144 2.5825 8.3866 -1.7217 0.2858 0.7565
Si 8.1171 -0.0989 7.9851 0.8172 -0.2398 0.0746
Si 5.4785 8.0071 8.2999 0.3848 0.1806 0.5946
Si 8.2596 5.1593 8.3253 -0.3982 -0.4735 0.3501
Si 1.3242 3.8241 9.4912 2.2108 3.3244 4.1497
Si 4.103 0.8996 9.8696 2.161 0.0025 -0.7459
Si 2.1837 8.9959 9.925 -1.4559 0.6761 -1.5647
Si 4.0249 6.4865 9.3972 -0.6755 -0.2218 2.1187
Si 7.0815 3.6454 9.8093 1.7139 -1.172 0.3686
Si 9.1697 1.2209 9.6448 -0.1644 -1.71 1.6511
Si 6.4959 9.8276 9.4001 -0.7357 1.1672 4.032
Si 9.9748 5.9515 9.8093 0.5627 -0.6279 1.1542
Si -1.0142 -4.9874 14.4818 1.7648 0.5952 0.955
Si 3.0896 2.6552 12.2091 -4.1452 -1.0694 -4.1183
Si 4.4479 7.2929 13.9046 -3.2859 -1.3169 -4.8281
Si 13.0867 1.7681 15.0937 2.0112 2.3105 -0.2964
Si -0.0426 3.7371 15.5166 1.3033 0.7537 -0.6871
Si 11.4227 10.0922 15.5931 -1.1261 0.9345 -3.2304
Si 1.7209 -2.3205 12.7081 0.5862 2.7927 1.7658
Si 5.1117 4.6959 11.9993 0.7605 2.6452 -3.538
Si 8.6646 9.9177 11.8137 -4.6187 4.5158 -4.0024
Si 7.4917 5.9506 18.2564 1.0713 -0.4722 1.3289
Si 9.9598 7.2629 12.0788 2.606 -1.5818 -1.977
Si -0.3583 -4.9997 17.1764 -0.0199 1.2335 0.7275
Si 4.2795 -5.7817 18.9724 -0.47 3.8839 3.8141
Si -4.2225 11.8 18.4289 0.1729 1.1293 -0.972
Si -4.6201 -2.6052 15.5651 1.8117 0.822 -0.6273
Si 3.8602 0.968 17.0801 1.1557 2.3336 2.428
Si 3.8247 -1.3103 20.3041 1.2432 -0.8723 -0.2367
Si 1.2556 5.4442 19.5289 0.7552 -1.6757 -0.9778
Si 2.5258 9.3452 17.5716 0.7996 0.7829 -0.0236
Si -6.7202 -3.6348 16.7421 2.4826 -2.0274 -0.4039
Si 2.5257 2.9261 19.2488 0.7107 0.0449 -2.1561
Si -2.6052 10.548 14.8276 -0.8522 1.2878 2.2091
Si 7.2582 3.1618 20.0674 0.8259 -0.6224 3.2032
Si 7.2541 5.1732 16.0819 0.2674 0.3326 0.8628
Si 6.7016 8.7328 19.8225 0.596 1.7277 0.7185
Si 8.0146 2.1978 16.1904 4.1817 -3.6542 -1.7395
O -3.1469 -2.3315 -1.4106 -2.6441 0.8729 -4.4906
O -1.0962 1.1387 -0.5257 1.0938 -0.481 2.0146
O -7.6056 -0.4798 -5.8217 -0.7675 -1.8935 0.1379
O 2.4029 2.5009 -1.6095 0.4826 0.7473 1.0176
O -4.4356 6.011 -0.0645 1.9513 3.0683 1.9166
O 0.1191 5.388 -1.6272 0.7682 -0.5208 -0.1925
O 1.0884 10.1343 -0.3203 -0.4076 1.0132 -0.6146
O 2.9205 8.3377 -1.2343 -0.552 1.9723 -3.7103
O 7.9799 1.3212 -4.7569 -1.3694 0.2287 -1.1369
O 3.188 -2.4177 0.9593 0.7033 2.484 1.8944
O 8.5822 2.7153 -1.7522 0.0565 0.4808 1.2921
O 6.9226 3.3755 -6.3677 -1.8076 2.364 0.1828
O 6.4168 3.2672 -0.7089 -1.7057 3.4729 -2.9903
O 7.0807 4.3382 -3.376 -0.1166 1.4586 0.1852
O 5.1156 -2.191 -2.2162 0.2487 -0.3108 -0.6834
O 9.7885 7.0018 -0.2442 -1.3143 1.6163 -1.2682
O 4.2974 5.291 10.607 0.5191 0.9083 -0.0562
O -1.0564 -0.7197 15.5987 -0.0155 0.0624 -0.9754
O 5.4257 -0.0894 10.1475 0.0929 -0.731 -1.4767
O 3.4991 1.3449 11.3267 0.7621 -0.4586 -0.8824
O 3.3288 7.896 10.0862 0.4427 -1.6564 0.4572
O 1.856 9.7029 11.3567 -0.378 -1.47 2.0795
O -0.3659 4.4005 16.9669 0.0923 2.5901 -0.6645
O 5.2684 6.1025 12.8745 -1.9859 0.3068 1.9884
O 8.2913 2.3846 10.2874 -2.823 3.4919 -0.7665
O 6.5855 4.2979 11.2649 -1.1 -0.2742 0.7487
O -1.6436 0.421 11.0011 0.7362 -1.0828 -0.5161
O 13.1 3.4365 11.1563 -0.0282 -0.7936 -0.8653
O 7.2489 9.5504 10.9095 1.586 -0.3828 -0.1441
O 10.4411 7.0605 8.6799 -2.1938 -2.6294 1.8212
O 11.1978 4.841 10.2099 -1.6094 1.0175 -0.8587
O -1.6356 -4.0206 13.3521 0.4172 -0.6044 -0.3096
O 3.0509 -2.9675 13.3344 2.9836 -0.8217 -0.4204
O 2.1818 2.1123 13.4029 0.7894 -0.2068 0.7359
O 9.6436 8.7717 11.757 2.0006 -1.559 -0.726
O 3.8692 3.763 18.6751 -0.1357 -1.6336 0.3627
O 2.8774 7.6883 17.7189 -1.0169 3.0393 -0.7116
O 15.3184 3.2915 12.732 2.2664 2.5572 0.5982
O 12.2422 -1.6879 16.7485 -1.5159 -0.5678 0.8468
O 11.8278 9.4812 14.1319 0.7656 -1.6616 -1.8851
O 1.1061 0.7321 15.2615 -0.1909 -1.4643 1.4552
O 10.9227 15.8585 14.2771 -2.1567 -1.4297 2.2181
O 0.7565 6.2592 18.279 -1.9123 1.9194 -1.9918
O 4.9703 -5.049 17.636 -2.0077 0.733 0.3534
O -7.2201 2.0343 15.6934 -2.174 -1.3047 -0.8355
O -1.2631 2.721 15.559 -2.4881 -1.7634 -0.1621
O 3.8843 -4.207 15.2193 0.6314 -0.5643 4.1976
O 11.6552 7.3967 12.315 -2.771 -1.5363 -0.1893
O 6.8005 7.3869 18.9206 1.6041 -1.8002 -0.6272
O 5.1921 8.6089 16.9762 -0.3817 -3.4508 -2.446
O 8.6602 5.0583 15.3249 0.3173 0.9755 -1.1017
O 12.4764 3.1541 15.6563 -2.0061 0.0899 0.102
O 6.9477 10.259 19.164 0.8033 -1.5699 -0.4685
O 10.4998 6.9121 15.7706 -0.7745 -2.7002 2.7364
O -2.5353 -0.719 13.2029 -0.2936 0.0501 2.5474
O -3.2262 1.0212 15.0414 1.1263 0.753 0.6319
O -4.2666 1.8466 19.574 -0.9873 0.8285 0.3942
O 2.8823 -5.031 19.6933 0.6543 -1.5791 -1.1071
O -6.7328 11.2644 20.8245 -0.9057 -0.1229 1.5459
O -8.2481 10.0865 18.9595 0.9057 -0.9133 1.7085
O -3.5785 -1.3572 15.7493 0.5522 -1.6442 -1.5543
O -4.1346 -4.2647 15.3403 -0.6143 0.6899 0.9407
O 1.2822 3.9001 18.8384 0.977 -0.0872 2.1036
O 5.6284 -2.637 14.1408 1.3303 2.0954 1.1022
O 5.464 0.8478 17.5719 -1.1922 0.084 -0.2984
O 4.9657 5.4473 20.4904 1.0715 -1.2025 -1.1012
O 2.7699 1.6835 18.2705 1.0298 -2.4773 -1.8523
O 9.1399 6.2556 18.2531 -0.4657 -0.2161 -0.9784

Results
free energy: -42121.037 eV
free energy less fixed offsets of O -463.61, Si -117.95 eV per atom: 19.943 eV
pressure: -4.04 GPa
stress xx, yy, zz, yz, xz, xy (GPa, positive in tension): 2.48, 4.11, 5.52, -1.5, 1.17, -2.4
